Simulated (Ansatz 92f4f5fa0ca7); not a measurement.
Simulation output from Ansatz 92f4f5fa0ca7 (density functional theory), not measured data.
Periodic cell of 199 atoms, Si117O82, from a study of silicon, its oxide and their interface. The atomic structure is a simulated model.

Settings
functional: r2SCAN
potential files: Ansatz norm-conserving
basis: plane waves
wave-function cutoff: 1300 eV
density cutoff ratio: 4
exchange-correlation grid ratio: 1
k mesh: 2 x 2 x 1, shifted by 0.5 0.5 0.5 of a step
self-consistency stop: 5e-08 eV per atom in the density residual
occupations: Fermi-Dirac, 0.05 eV
spin: none
net charge: 0

Cell vectors (angstrom)
a  11.5403  0  0
b  0  11.5403  0
c  3.6916  4.1991  25.275

Atoms: element, x, y, z (angstrom)
Si  0.8323  4.5471  -3.6341
Si  10.5103  1.288  -0.6584
Si  10.557  10.4633  -0.727
Si  2.7055  0.8592  -0.85
Si  3.827  4.4549  -3.4108
Si  2.6487  9.837  -0.6398
Si  6.6146  2.1295  -1.0792
Si  6.607  6.7688  -0.5101
Si  6.6314  9.1845  -0.7162
Si  0.9654  1.8755  0.4381
Si  2.1022  5.9733  0.8204
Si  0.7835  9.7605  0.7232
Si  4.6754  1.8351  0.3014
Si  4.8184  3.8371  1.8008
Si  4.6928  9.5816  0.575
Si  8.5403  1.9223  0.4358
Si  8.5855  5.9616  0.5643
Si  8.6122  9.743  0.4599
Si  1.1008  3.9381  1.6971
Si  1.0324  7.797  2.0062
Si  0.8877  11.6806  2.0357
Si  4.617  5.9335  0.7501
Si  4.8209  7.8185  2.1384
Si  4.7876  11.5682  1.8624
Si  8.6586  3.9242  1.7699
Si  8.7971  7.8577  1.9272
Si  8.5567  11.6093  1.9126
Si  10.6412  3.946  3.1186
Si  10.6519  7.76  3.3691
Si  10.4797  11.6421  3.3387
Si  2.9074  3.8985  3.1941
Si  2.8699  7.8694  3.44
Si  2.8745  11.6277  3.2781
Si  6.7616  3.8966  3.172
Si  6.8627  7.8209  3.3077
Si  6.6837  11.5785  3.2954
Si  10.5513  2.0723  4.6155
Si  10.6086  5.7794  4.6499
Si  10.572  9.7116  4.7305
Si  2.8632  2.0261  4.578
Si  2.8827  5.8289  4.5997
Si  2.8505  9.7947  4.7345
Si  6.7002  2.0014  4.5667
Si  6.7995  5.8285  4.5886
Si  6.8519  9.7041  4.7237
Si  0.9764  13.5984  5.9728
Si  0.9912  5.8093  6.0469
Si  0.9329  9.7769  6.1165
Si  4.776  13.5955  5.8964
Si  4.8406  5.8981  5.8973
Si  4.8539  9.7693  5.9194
Si  8.5805  13.4876  5.9612
Si  8.6792  5.7823  6.0552
Si  8.7426  9.6328  6.2246
Si  0.9374  3.9045  7.473
Si  1.0676  7.7795  7.3813
Si  0.8788  11.7583  7.4256
Si  4.7491  3.9783  7.233
Si  4.939  7.8614  7.2374
Si  4.7739  11.6841  7.2349
Si  8.5634  3.8082  7.3629
Si  8.8217  7.6059  7.5735
Si  8.6593  11.6554  7.5043
Si  10.441  3.1066  8.5896
Si  10.9029  7.285  8.9127
Si  10.5715  12.3116  8.7945
Si  2.9364  4.0926  8.8067
Si  3.0858  7.9378  8.6327
Si  2.8754  11.8535  8.6172
Si  6.575  3.8664  8.6905
Si  6.7635  7.7786  8.7633
Si  6.6019  11.7385  8.6625
Si  11.1917  11.9455  12.0089
Si  10.4934  5.7513  12.5583
Si  11.0953  8.2978  10.9424
Si  3.5561  13.6824  9.9464
Si  3.6506  6.1173  10.0111
Si  2.901  9.9641  9.9576
Si  5.9348  13.5468  10.0453
Si  6.0261  5.8217  9.8557
Si  6.4206  9.8223  9.9408
Si  1.5715  14.3536  12.1725
Si  11.2193  4.6869  10.7206
Si  1.4404  9.4247  11.6455
Si  6.0399  12.63  12.9692
Si  3.0962  7.8996  12.536
Si  4.6887  10.1381  11.4661
Si  8.7344  11.2207  13.9204
Si  7.5575  6.2905  12.4184
Si  8.5014  9.2315  11.8819
Si  2.6675  10.0037  17.0138
Si  5.9114  12.5638  21.0505
Si  7.0899  5.6405  21.5465
Si  14.711  6.0148  21.5695
Si  1.4122  7.361  17.1202
Si  14.1317  10.5563  23.3505
Si  8.7328  5.0106  16.6923
Si  7.3862  2.4674  17.3614
Si  13.0001  14.0677  19.6198
Si  11.6065  5.5819  15.4132
Si  11.2195  10.8636  22.5581
Si  8.3192  6.4171  19.3595
Si  10.2059  8.8189  22.6356
Si  5.0661  14.5141  15.3939
Si  0.7829  12.454  16.9774
Si  6.2345  5.9812  15.1503
Si  9.9608  6.3442  21.1168
Si  15.1935  14.564  21.5044
Si  9.2468  11.4771  17.0398
Si  7.7964  9.3277  18.7837
Si  1.9492  14.7582  15.2618
Si  5.0152  10.4569  19.0373
Si  3.7347  7.6526  15.548
Si  0.916  17.0667  19.5441
Si  5.2062  11.9009  23.7408
Si  8.016  14.4126  20.3533
Si  10.5835  13.4702  21.4516
O  13.5517  9.9802  24.7464
O  6.35  1.4998  -2.5986
O  5.4281  10.471  24.5216
O  10.7525  11.9565  10.4327
O  0.765  10.7929  12.3495
O  10.1734  3.5762  10.1683
O  -0.1455  5.783  9.5075
O  11.8629  13.3638  12.3849
O  9.9141  11.8761  13.0273
O  8.9096  5.5402  12.9116
O  9.8971  9.4153  11.0949
O  2.8469  13.6414  11.4658
O  3.1372  6.5613  11.5704
O  7.3621  12.0641  13.7342
O  6.4731  13.4878  11.6453
O  6.8202  5.4474  11.2691
O  7.5458  10.2596  11.0894
O  7.6179  5.9593  15.9916
O  8.9447  10.2363  18.0563
O  14.9339  9.3585  22.6084
O  7.8433  7.0437  22.0316
O  3.4824  14.5344  15.7941
O  15.7845  7.1882  21.3592
O  12.8379  10.9838  22.4403
O  8.6349  9.3188  22.8234
O  16.6561  13.8991  21.4942
O  5.779  11.4967  22.2464
O  1.3064  15.5762  19.0352
O  6.9169  3.7542  -1.3123
O  3.5282  9.255  15.8401
O  10.8159  7.3033  12.2149
O  3.136  7.3452  14.0711
O  12.0493  13.8346  20.9
O  0.4499  7.1261  15.8152
O  11.4073  5.371  13.8342
O  2.0244  14.8316  13.652
O  2.9016  6.848  16.6987
O  3.7555  10.623  18.0409
O  1.7362  11.2244  16.5162
O  5.0477  11.4162  12.4704
O  14.4845  13.875  20.2208
O  10.2146  5.2008  16.1261
O  1.2895  16.1305  15.8378
O  8.3026  3.4606  16.4617
O  10.7738  12.0077  17.1865
O  8.5525  9.6751  13.441
O  4.4997  9.4764  20.2036
O  7.2948  14.5512  18.8928
O  5.4105  11.9145  19.6473
O  0.7288  18.0146  18.2606
O  6.7878  6.0874  19.9815
O  8.1224  12.5775  17.401
O  6.5355  6.4454  13.644
O  3.5418  11.8645  23.5529
O  6.3179  9.8265  18.2707
O  4.5051  8.779  12.393
O  8.7672  5.2888  18.2769
O  10.4213  7.9252  21.2882
O  1.104  15.5546  11.171
O  5.3004  13.5884  14.0738
O  2.032  17.7844  20.4553
O  7.761  4.1619  21.3148
O  0.9786  13.5675  15.8147
O  5.9103  2.3734  16.668
O  1.6003  8.9053  17.6146
O  1.2609  13.0183  18.4168
O  7.7421  9.3714  20.4113
O  7.9215  7.7351  11.7789
O  5.5394  4.509  15.1398
O  14.3953  14.3619  22.8994
O  10.3336  14.0012  22.977
O  11.0943  16.9821  20.3691
O  2.2978  4.6117  -2.9575
O  7.4524  13.0222  20.9759
O  2.3936  1.2333  -2.4747
O  9.0902  11.0873  15.4837
O  15.4218  16.1423  21.2357
O  10.4404  11.8365  21.4981
O  14.0963  6.0796  23.0591
O  5.2545  7.1284  15.7479
O  8.1525  7.7848  18.441
O  9.6065  14.139  20.3396

Results
free energy: -51837.683 eV
free energy less fixed offsets of O -463.61, Si -117.95 eV per atom: -21.513 eV
pressure: -1.15 GPa
stress xx, yy, zz, yz, xz, xy (GPa, positive in tension): 0.97, 1.06, 1.44, -0.11, -0.04, -0.12

Forces (eV/angstrom), in the order of the atoms: element, x, y, z
Si  -0.0815  0.0095  -0.4
Si  -0.0925  0.7171  -0.4407
Si  -0.0192  -0.5219  -0.6107
Si  -0.3718  0.2169  -0.7322
Si  -0.3782  0.5622  -0.1742
Si  -0.1472  -0.2223  0.2116
Si  0.0799  0.0078  0.0765
Si  0.1123  0.9086  0.2705
Si  -0.1422  -0.0142  -0.1624
Si  -0.0857  -0.2477  0.1628
Si  -0.5154  -0.1832  -0.439
Si  0.1634  0.3446  0.1376
Si  0.1618  -0.0828  0.0658
Si  -0.0216  -0.1388  -0.2064
Si  -0.1473  0.1584  0.0266
Si  0.0397  -0.1968  0.0338
Si  0.353  -0.0586  -0.2609
Si  0.1875  -0.0828  0.122
Si  0.0962  0.1103  0.0259
Si  0.1411  -0.2016  0.0785
Si  -0.1632  -0.1545  0.2576
Si  -0.0103  0.2704  0.2362
Si  0.0787  -0.124  -0.1034
Si  -0.0367  -0.1081  0.0143
Si  -0.1457  -0.0677  -0.0614
Si  0.0563  -0.0141  -0.0896
Si  0.0312  0.165  -0.0445
Si  -0.0222  -0.0354  -0.1245
Si  -0.1102  -0.0086  0.074
Si  0.0867  0.0255  -0.0125
Si  0.0389  -0.0679  0.114
Si  0.018  0.2712  0.026
Si  -0.0806  0.1129  -0.1632
Si  0.1242  -0.0585  0.0148
Si  0.0109  -0.0303  0.0266
Si  0.1149  -0.0152  -0.1376
Si  -0.0076  -0.0002  0.0366
Si  -0.0248  0.1796  0.0365
Si  0.1399  0.0177  -0.06
Si  0.0954  -0.1011  0.0799
Si  -0.1156  -0.0515  0.1505
Si  0.0909  -0.1196  0.0843
Si  0.0351  -0.0575  -0.0381
Si  -0.0715  0.0749  -0.0584
Si  -0.0216  -0.0462  -0.006
Si  -0.1827  0.1326  -0.1233
Si  -0.0305  -0.0803  -0.0493
Si  -0.0282  0.087  0.1141
Si  -0.1618  0.0561  -0.0008
Si  0.0867  0.0263  0.0718
Si  0.0408  -0.0464  0.1357
Si  0.1868  0.0663  -0.1068
Si  0.0899  -0.2464  -0.0987
Si  -0.0044  0.0391  0.0441
Si  -0.1088  -0.2399  0.1789
Si  0.1693  0.0542  0.0011
Si  0.068  -0.0919  -0.1331
Si  -0.1296  -0.072  0.1709
Si  0.1387  -0.058  -0.091
Si  -0.0147  0.1319  -0.0738
Si  -0.1476  0.0164  0.1076
Si  -0.0142  0.1137  0.0696
Si  0.0817  0.0061  -0.0241
Si  -0.0272  0.3291  -0.4462
Si  -0.0175  -0.3244  -0.6864
Si  0.0904  -0.4591  0.8064
Si  0.2253  0.218  -0.1893
Si  -0.1257  0.0677  0.3383
Si  0.0617  -0.0952  0.0926
Si  -0.0095  0.0365  -0.1597
Si  -0.1821  -0.0275  -0.138
Si  -0.1802  0.05  -0.0795
Si  -0.4474  -0.0216  0.1666
Si  -0.2738  0.1843  0.7449
Si  -0.2282  0.9553  0.9227
Si  -0.6482  -0.0537  0.4756
Si  -0.5723  0.0852  0.4031
Si  -0.0037  0.2104  -0.0961
Si  0.6609  0.1263  0.633
Si  0.5952  -0.2676  0.2927
Si  0.1352  0.351  0.4383
Si  0.3472  -0.2522  0.5344
Si  -0.0699  -0.1012  0.2375
Si  -0.5838  0.3483  -0.2569
Si  0.0715  0.0671  0.3296
Si  0.7106  -0.1085  0.4365
Si  0.3578  -0.1735  -0.1378
Si  -0.1157  -0.1304  0.2338
Si  -0.2284  0.0343  0.2549
Si  -0.2067  0.5385  0.4108
Si  -0.0223  0.1819  0.0696
Si  0.0302  -0.1456  -0.5004
Si  -1.1477  -0.2124  -0.4202
Si  0.0948  0.0654  -0.3492
Si  0.0892  0.0455  0.0831
Si  -0.1213  -0.1801  -0.2047
Si  -0.1425  -0.1881  -0.2964
Si  -0.2102  -0.2262  -0.3067
Si  0.1486  -0.0195  -0.4151
Si  0.132  -0.077  0.3326
Si  -0.7985  -1.1494  0.1221
Si  -0.5887  -0.0663  -1.3649
Si  0.7166  0.9456  -0.6051
Si  -0.0664  -0.0337  0.2653
Si  -0.042  -0.0424  -0.0388
Si  -0.168  -0.1904  0.2676
Si  1.0125  -0.1052  0.0363
Si  -0.077  0.1497  -0.3559
Si  0.0596  0.0266  -0.0923
Si  -0.0539  0.2982  -0.5295
Si  0.238  -0.1576  0.5425
Si  -0.0945  0.0011  -0.3082
Si  0.2313  -0.0898  0.3433
Si  0.295  -0.0603  -0.3444
Si  -0.0431  -0.752  -0.8741
Si  -0.1935  -0.3828  -0.4602
Si  0.0344  0.0053  -0.2341
O  -0.3433  0.2756  0.3741
O  0.0758  0.3245  0.0435
O  0.1556  0.8733  -0.0523
O  0.0743  0.1412  -0.5433
O  0.051  -0.3822  -0.1592
O  0.5029  0.0492  -0.1316
O  -0.0262  -0.1215  -0.0628
O  0.1868  0.0773  -0.3088
O  0.3054  -0.1752  -0.3637
O  0.1612  0.2956  -0.0953
O  0.2574  -0.3524  0.0855
O  0.1431  0.0298  -0.3761
O  0.0518  0.0279  -0.4322
O  -0.0402  -0.0514  -0.2818
O  -0.4675  -0.0768  -0.5175
O  -0.1833  0.3177  -0.088
O  0.5448  -0.4034  0.1904
O  0.0605  -0.1541  -0.0314
O  -0.2523  -0.0854  0.1592
O  -0.0807  0.2901  0.1217
O  0.2311  -0.074  0.0784
O  -0.1526  0.0478  -0.2764
O  -0.0447  0.0327  0.2475
O  0.2759  0.2711  0.2266
O  -0.1133  -0.5185  -0.1815
O  0.057  -0.1251  0.1339
O  -0.1653  0.3038  0.2153
O  -0.0831  0.0841  0.4057
O  -0.3676  -0.2535  -0.3053
O  -0.1461  -0.204  0.0128
O  -0.2295  -0.2498  0.009
O  -0.051  -0.0104  -0.1262
O  -0.1667  0.0015  0.1112
O  0.0815  -0.3136  0.0263
O  -0.2735  0.1651  -0.3577
O  -0.1978  -0.0172  -0.4843
O  -0.2037  0.3439  -0.2223
O  0.0275  -0.1937  0.0062
O  0.0229  -0.0644  0.0791
O  -0.0601  -0.2605  -0.304
O  -0.0801  0.1865  0.3936
O  0.0519  0.0898  -0.1196
O  -0.2222  0.1184  -0.2579
O  -0.0482  0.2283  0.2695
O  0.0442  0.0122  -0.0093
O  0.0277  -0.0474  -0.5826
O  0.2097  -0.002  0.3864
O  0.2612  0.1028  0.434
O  0.1089  -0.0512  0.4267
O  -0.0157  -0.0128  0.1413
O  0.5791  -0.0236  0.5253
O  0.0496  0.1109  0.0355
O  0.2815  -0.0272  -0.2399
O  0.4814  0.0424  0.2054
O  0.1441  -0.0628  0.3639
O  -0.4714  0.0165  -0.0764
O  -0.0664  0.3542  0.492
O  -0.3893  -0.8551  -0.0159
O  -0.0488  0.1382  -0.174
O  0.0515  -0.0808  -0.2416
O  -0.0885  -0.1974  0.2111
O  0.1926  0.2857  0.1494
O  0.0929  0.1062  -0.0471
O  0.235  0.1665  -0.0729
O  0.1761  -0.1981  -0.2774
O  -0.0426  0.1541  0.1891
O  0.007  -0.3234  0.4113
O  0.1092  -0.2069  0.0463
O  0.1247  0.1802  -0.032
O  0.0799  0.1817  0.3636
O  0.0442  -0.5158  0.3645
O  -0.3539  0.1899  0.2439
O  0.2702  -0.0601  0.0017
O  -0.1299  0.3099  0.0761
O  0.356  -0.1407  0.5113
O  -0.0674  0.0919  -0.1041
O  -0.1755  -0.0745  0.2464
O  0.4289  0.4028  0.0785
O  0.0708  -0.3414  0.1684
O  -0.1366  -0.0334  -0.2825
O  0.1356  -0.3971  0.5934
O  -0.0279  0.0623  0.222
